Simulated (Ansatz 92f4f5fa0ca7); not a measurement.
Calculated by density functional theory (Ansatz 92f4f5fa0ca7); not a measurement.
Periodic cell of 228 atoms, Si134O93H1, from a study of silicon, its oxide and their interface. The atomic structure is a simulated model.
Doubt: the cutoff is far below the 930 eV that the study's wrapper takes by default for these files, so forces and energies are approximate.
This geometry differs little from another in the collection (a relaxation step or a small displacement).

Settings
functional: PBE
potential files: Ansatz PAW
basis: plane waves
wave-function cutoff: 580 eV
density cutoff ratio: 5
exchange-correlation grid ratio: 1
k mesh: 1 x 1 x 1, Gamma-centred
self-consistency stop: 5e-08 eV per atom in the density residual
occupations: fixed
spin: none
net charge: -1 e, with a uniform compensating background and no finite-size correction

Cell vectors (angstrom)
a, 10.938, 0, 0
b, 0, 10.938, 0
c, 0, 0, 32.2938

Atoms: element, x, y, z (angstrom)
Si, 0.3062, -0.513, 24.9936
Si, 5.7866, -0.1, 25.0338
Si, 2.7634, 2.5111, 24.707
Si, 8.0375, 2.861, 24.649
Si, -0.0807, 5.7269, 24.6469
Si, 5.681, 4.9855, 24.757
Si, 2.762, 8.448, 24.8121
Si, 7.9754, 8.4633, 24.9926
Si, 1.2691, 1.3583, 26.1119
Si, 7.0164, 1.4298, 26.2374
Si, 4.1618, 3.86, 26.1209
Si, 9.544, 4.2017, 25.9823
Si, 1.571, 6.7438, 26.0263
Si, 6.7737, 6.7164, 26.0458
Si, 4.1047, 9.7, 26.2325
Si, 9.681, 9.3625, 26.3431
Si, 2.6824, 0.0761, 27.5394
Si, 8.3095, -0.0534, 27.5544
Si, -0.0638, 2.7876, 27.4451
Si, 5.5383, 2.6617, 27.5697
Si, 2.8327, 5.358, 27.4632
Si, 8.184, 5.4647, 27.4741
Si, 0.1582, 8.0105, 27.5591
Si, 5.4576, 8.1773, 27.4783
Si, 4.1018, 1.3673, 28.8756
Si, 9.5708, 1.3673, 28.8756
Si, 1.3673, 4.1018, 28.8756
Si, 6.8362, 4.1018, 28.8756
Si, 4.1018, 6.8362, 28.8756
Si, 9.5708, 6.8362, 28.8756
Si, 1.3673, 9.5708, 28.8756
Si, 6.8362, 9.5708, 28.8756
Si, 0, 0, 30.2428
Si, 5.469, 0, 30.2428
Si, 2.7345, 2.7345, 30.2428
Si, 8.2035, 2.7345, 30.2428
Si, 0, 5.469, 30.2428
Si, 5.469, 5.469, 30.2428
Si, 2.7345, 8.2035, 30.2428
Si, 8.2035, 8.2035, 30.2428
Si, 1.3673, 1.3673, 31.6101
Si, 6.8362, 1.3673, 31.6101
Si, 4.1018, 4.1018, 31.6101
Si, 9.5708, 4.1018, 31.6101
Si, 1.3673, 6.8362, 31.6101
Si, 6.8362, 6.8362, 31.6101
Si, 4.1018, 9.5708, 31.6101
Si, 9.5708, 9.5708, 31.6101
Si, 2.7345, 0, 0.6835
Si, 8.2035, 0, 0.6835
Si, 0, 2.7345, 0.6835
Si, 5.469, 2.7345, 0.6835
Si, 2.7345, 5.469, 0.6835
Si, 8.2035, 5.469, 0.6835
Si, 0, 8.2035, 0.6835
Si, 5.469, 8.2035, 0.6835
Si, 4.1018, 1.3673, 2.0507
Si, 9.5708, 1.3673, 2.0507
Si, 1.3673, 4.1018, 2.0507
Si, 6.8362, 4.1018, 2.0507
Si, 4.1018, 6.8362, 2.0507
Si, 9.5708, 6.8362, 2.0507
Si, 1.3673, 9.5708, 2.0507
Si, 6.8362, 9.5708, 2.0507
Si, 0, 0, 3.418
Si, 5.469, 0, 3.418
Si, 2.7345, 2.7345, 3.418
Si, 8.2035, 2.7345, 3.418
Si, 0, 5.469, 3.418
Si, 5.469, 5.469, 3.418
Si, 2.7345, 8.2035, 3.418
Si, 8.2035, 8.2035, 3.418
Si, 1.3759, 1.3584, 4.7712
Si, 6.7791, 1.4125, 4.8146
Si, 4.0798, 4.1231, 4.7937
Si, 9.564, 4.1263, 4.767
Si, 1.3291, 6.876, 4.8193
Si, 6.7708, 6.9193, 4.6844
Si, 4.0279, 9.6427, 4.8286
Si, 9.5193, 9.6305, 4.79
Si, 2.653, 0.0402, 6.2992
Si, 8.1736, 0.1111, 6.1908
Si, 0.05, 2.7749, 6.087
Si, 5.3936, 2.7449, 6.2262
Si, 2.7358, 5.5309, 6.1699
Si, 8.1508, 5.5811, 5.9759
Si, -0.0616, 8.2709, 6.1736
Si, 5.4629, 8.2895, 6.098
Si, 3.7587, 1.6676, 7.6418
Si, 9.81, 1.2884, 7.4511
Si, 1.5515, 3.9595, 7.4594
Si, 6.6208, 4.4537, 7.2979
Si, 4.3932, 6.6792, 7.4156
Si, 9.1692, 7.1664, 7.3778
Si, 0.977, 9.8545, 7.5996
Si, 6.981, 9.4594, 7.4758
O, 5.4839, 5.5185, 7.8398
O, -0.192, 0.0251, 7.9088
O, 2.6882, 2.8785, 8.0135
O, 8.086, 8.3076, 7.8994
O, 1.5079, 9.457, 24.3368
O, 6.8474, 3.9364, 24.1574
O, 6.789, 9.5629, 25.0857
O, 0.1533, 4.8299, 23.2852
O, 6.2643, 10.0331, 8.8574
O, 0.6614, 4.7269, 8.5997
O, 1.3849, 9.167, 9.0177
O, 7.5185, 4.0845, 8.6152
O, 9.6095, 6.4336, 8.7593
O, 4.3647, 0.9776, 9.0267
O, 3.9562, 7.3997, 8.8241
O, 9.3593, 2.1527, 8.7798
O, 5.6915, 0.3457, 23.4329
O, 8.5669, 1.9631, 23.3209
O, 10.2945, 7.1072, 23.9044
O, 4.7167, 5.4743, 23.4955
O, 8.2691, 8.5417, 23.3715
O, 2.3305, 3.5056, 23.4395
O, 3.7799, 7.9396, 23.5781
O, 10.1595, -0.1385, 23.813
Si, 6.44, 12.2175, 15.5816
Si, -2.6537, 7.9514, 14.0889
Si, 7.4759, 4.1019, 16.7349
Si, -0.4259, 3.708, 19.9313
Si, 14.2844, 2.2567, 13.1974
Si, 3.1039, 3.8225, 17.9999
Si, 3.6817, 7.4499, 14.9974
Si, 4.3261, 0.8184, 22.6791
Si, 1.3108, 5.9841, 14.0089
Si, 4.3765, -0.7173, 20.2333
Si, 4.7511, 2.226, 20.1007
Si, 7.9779, 2.7507, 9.4145
Si, 9.441, 3.7396, 11.7354
Si, 10.7826, 5.7107, 9.6164
Si, 2.8831, 4.4966, 11.621
Si, 5.6302, 8.0242, 12.6991
Si, 9.8986, 1.1081, 22.8159
Si, 1.3133, 8.4063, 10.4491
Si, 9.9593, -1.0444, 20.5595
Si, 3.4501, 1.5996, 15.992
Si, 7.2366, 6.5138, 21.086
Si, 16.5149, 0.255, 12.7742
Si, 0.0743, -2.1057, 13.1364
Si, 9.4758, 5.0661, 14.5705
Si, -9.8314, 2.1593, 11.3341
Si, 3.5256, 7.318, 19.7354
Si, 1.8265, 9.8969, 15.4384
Si, 0.8644, 6.0433, 18.6378
Si, 7.537, 3.6721, 19.8392
Si, 7.9164, -1.26, 16.6261
Si, 0.8856, 3.5242, 22.6764
Si, 5.0588, 5.9957, 17.2788
Si, 7.1425, 9.089, 19.4719
Si, 3.9491, 7.1876, 10.4433
Si, 9.4332, 7.6861, 22.6371
Si, 4.5866, 6.8551, 22.6326
Si, 5.8339, 0.5025, 9.5898
Si, 10.8657, -2.0354, 17.7755
O, 10.0238, 0.4321, 21.315
O, 4.4981, 7.2583, 13.6026
O, 11.1416, 2.1141, 23.091
O, 6.9342, -1.687, 17.8693
O, 3.5496, 8.9639, 19.5953
O, 0.074, 7.2397, 17.8086
O, 8.0938, 3.1641, 10.9768
O, 4.4964, 2.1296, 21.7203
O, 1.8566, 3.6159, 10.746
O, 13.2959, 0.4611, 15.6633
O, 5.9206, -1.2066, 20.3207
O, 2.0442, 5.2523, 12.7954
O, 2.8269, 8.2172, 11.0415
O, 3.9898, 3.4934, 12.32
O, 16.5119, -1.3364, 13.0682
O, 3.7426, 6.7626, 21.2526
O, 1.7946, 2.0229, 12.8992
O, -14.2862, 8.7605, 15.327
O, -9.6629, 0.9442, 10.3596
O, 3.7927, -0.4198, 21.7428
O, 3.1214, 8.9647, 15.121
O, 11.7124, -1.0745, 14.1948
O, 6.4763, 11.9517, 13.9464
O, 3.3309, 1.1621, 23.9213
O, 4.0808, -10.1067, 12.903
O, 6.1352, 7.1246, 22.1471
O, -12.481, 8.8993, 13.361
O, -0.8869, 4.9842, 10.859
O, 7.9016, 3.751, 18.2628
O, 6.3572, 2.5354, 19.948
O, 14.5172, 2.6594, 14.7696
O, 4.3604, 11.6811, 19.4584
O, 7.13, 7.5036, 13.0389
O, -2.2342, 6.4737, 21.8157
O, -2.0994, 4.3681, 15.8962
O, 1.9969, 6.8789, 19.4433
O, 2.4411, 6.3936, 15.1216
O, 13.7394, 2.4031, 17.2701
O, 9.4619, -1.5546, 17.0837
O, 6.8585, 1.6391, 9.0797
O, 4.6952, 7.1693, 16.2321
O, 19.9202, 6.6085, 14.642
O, 4.1775, 4.6401, 17.1106
O, -1.9318, 3.3995, 20.5518
O, 10.4646, 13.4582, 11.8059
O, 7.3046, -3.4346, 19.7956
O, 0.3982, 9.1542, 11.573
O, 0.8162, 6.8698, 10.192
O, 4.6619, 6.6289, 18.7619
O, 15.8875, 11.8915, 16.2254
O, 3.6762, 5.6122, 10.7364
O, 6.5702, 5.4767, 16.9201
O, 10.2553, -2.2741, 21.6198
O, 1.7302, 4.7384, 18.0419
O, 7.5767, 11.2439, 16.2716
O, 8.9941, 4.3233, 13.204
O, 0.0176, 9.6083, 19.2778
O, 3.7991, 14.3379, 19.4474
O, 5.3535, 18.5996, 11.1348
O, 6.8995, 5.0203, 20.528
O, 1.1425, -1.5058, 16.8476
O, 0.172, 5.0444, 14.7095
O, 0.604, -3.6062, 13.4555
O, 8.4513, 9.8812, 19.9796
O, 6.0213, 0.4286, 11.2062
O, 6.7424, 2.8423, 15.9881
O, 0.7805, 3.5934, 21.0594
O, 10.5989, 5.2836, 19.4431
O, -0.2158, 2.5837, 18.7742
H, 0.4825, 2.6988, 18.1123

Results
free energy: -138085.443 eV
free energy less fixed offsets of H -15.97, O -568.88, Si -635.61 eV per atom: 8.107 eV

Forces (eV/angstrom), in the order of the atoms: element, x, y, z
Si, 0.0014, -0.0023, 0.0066
Si, 0.0449, -0.0532, -0.033
Si, 0.0137, -0.014, -0.0133
Si, -0.0172, 0.0177, -0.0075
Si, -0.0029, 0.0088, -0.0129
Si, 0.0113, -0.0266, -0.005
Si, -0.0007, 0.0019, -0.0151
Si, -0.0284, 0.032, -0.0081
Si, 0.0012, -0.0026, 0.0045
Si, 0.0112, 0.011, 0.0124
Si, 0.0048, -0.0054, 0.0053
Si, -0.0001, 0.0108, 0.009
Si, 0.0066, -0.0025, 0.0078
Si, -0.0001, 0.0009, 0.0141
Si, -0.0008, 0.0047, 0.0124
Si, 0.0025, -0.0029, 0.0082
Si, -0.0062, -0.002, 0.0004
Si, -0.0005, -0.0015, -0.0145
Si, -0.003, -0.0019, -0.0004
Si, -0.0033, 0.0002, 0.0004
Si, -0.003, -0.0005, -0.0042
Si, 0.0004, -0.0009, 0.0031
Si, 0.0023, 0.0032, 0.0016
Si, -0.006, 0.0068, -0.0143
Si, 0.0238, -0.115, 0.4527
Si, 0.2095, 0.3343, 0.1487
Si, -0.051, -0.0857, -0.4167
Si, 0.1, 0.1331, 0.1767
Si, 0.0698, -0.2413, -0.1931
Si, 0.0998, -0.5818, 0.1117
Si, 0.0974, -0.1448, 0.103
Si, 0.0227, -0.227, -0.1902
Si, -0.0038, 0.0471, -0.0173
Si, -0.1382, -0.0442, 0.007
Si, 0.0313, 0.0053, -0.0035
Si, -0.0251, 0.0091, 0.0179
Si, -0.1893, -0.0282, 0.0336
Si, 0.0232, 0.0489, 0
Si, -0.013, 0.0715, -0.0017
Si, 0.0054, 0.1154, -0.0456
Si, 0.0699, -0.0819, -0.0098
Si, 0.0562, 0.0313, -0.0415
Si, 0.0033, 0.0471, -0.0086
Si, 0.0979, -0.0717, -0.009
Si, -0.0333, 0.0003, -0.0433
Si, 0.0149, -0.0658, -0.0166
Si, 0.0953, -0.0898, -0.0074
Si, -0.0212, 0.0085, -0.0076
Si, -0.0233, 0.0363, 0.0248
Si, -0.0907, 0.0423, 0.0216
Si, -0.0971, 0.0338, 0.0195
Si, -0.0314, -0.0441, 0.0056
Si, -0.0243, 0.0575, 0.0127
Si, -0.0061, 0.0263, 0.0139
Si, 0.0231, 0.0081, 0.0093
Si, -0.0141, 0.0802, 0.0331
Si, 0.0625, 0.0384, -0.0062
Si, 0.0774, -0.0582, 0.0219
Si, 0.0357, -0.028, 0.0152
Si, 0.0363, 0.0263, -0.0028
Si, 0.0327, -0.1177, 0.0074
Si, 0.0294, 0.0319, 0.0115
Si, -0.0332, -0.0394, 0.0006
Si, 0.0987, -0.058, 0.0022
Si, -0.0921, -0.0118, -0.0803
Si, -0.2271, 0.1371, 0.2376
Si, 0.0838, 0.0047, -0.0634
Si, -0.1928, 0.0233, 0.1273
Si, 0.0972, 0.1649, 0.0003
Si, -0.3039, -0.0911, -0.3015
Si, -0.1775, 0.1849, 0.2765
Si, 0.0973, 0.482, -0.4266
Si, -0.0004, -0.0006, -0.0029
Si, 0.0017, 0.0047, 0.0081
Si, 0.0012, 0.0022, -0.0055
Si, -0.0062, 0.0055, 0.0035
Si, -0.0001, 0.005, 0.0035
Si, -0.0021, -0.0021, 0.0052
Si, 0.0028, -0.0034, 0.0096
Si, 0.0039, -0.002, -0.0027
Si, 0.0062, 0.0033, 0.0135
Si, -0.0033, -0.0006, -0.0022
Si, -0.0044, 0.001, 0.0033
Si, -0.0013, -0.0009, -0.0027
Si, 0.0047, 0.0052, -0.0092
Si, -0.0006, 0.0021, 0.006
Si, 0.0032, 0.0044, -0.0016
Si, 0.0012, -0.0045, -0.0015
Si, -0.0209, -0.0037, 0.0553
Si, 0.0191, -0.0292, 0.0071
Si, 0.0276, -0.015, 0.0156
Si, -0.0246, 0.0293, 0.0168
Si, 0.0143, -0.0048, 0.0133
Si, -0.0219, 0.0196, 0.0087
Si, -0.002, 0.019, 0.0535
Si, 0.0129, -0.0171, 0.0062
O, 0.0137, -0.0069, -0.0165
O, -0.0142, 0.016, -0.0442
O, -0.0076, 0.0099, -0.0372
O, 0.0039, -0.0048, -0.0101
O, 0.0093, -0.0085, -0.0038
O, 0.0092, -0.0071, 0.0005
O, -0.0362, 0.0314, -0.0137
O, -0.0002, -0.0063, 0.0022
O, -0.0021, 0.0083, 0.0097
O, -0.0199, 0.013, 0.0293
O, -0.0201, -0.0646, -0.0191
O, 0.0011, -0.0078, 0.0036
O, 0.0272, -0.0181, 0.0192
O, 0.0693, -0.0126, -0.0165
O, 0.0016, -0.0087, 0.0097
O, 0.0041, 0.0176, 0.0302
O, -0.0301, 0.0132, 0.0154
O, 0.0128, -0.0084, -0.0112
O, 0.0079, -0.0067, -0.0102
O, -0.0043, 0.0048, -0.0058
O, 0.0105, -0.0076, -0.0025
O, -0.018, -0.0002, -0.0082
O, -0.0006, -0.007, -0.0076
O, 0.0026, 0.0028, -0.0011
Si, -0.0013, -0.0013, -0.0327
Si, -0.0097, 0.0242, -0.0542
Si, -0.0037, 0.0012, 0.011
Si, -0.0008, 0.0025, 0.0027
Si, 0.2147, -0.0574, -0.0852
Si, 0.0007, 0.0098, 0.0054
Si, 0.0132, 0.015, -0.0376
Si, 0.0094, -0.0173, 0.0341
Si, 0.0067, 0.0564, -0.0141
Si, 0.0028, 0.0043, -0.0006
Si, 0.0057, -0.0126, 0.007
Si, -0.0153, -0.0101, -0.06
Si, -0.0767, 0.1307, -0.1565
Si, 0.0201, 0.0231, -0.063
Si, 0.1077, 0.1188, -0.0057
Si, -0.0139, 0.0118, -0.0531
Si, -0.0007, 0.0178, 0.0151
Si, 0.0327, 0.1498, -0.0273
Si, -0.0032, -0.0017, 0.0072
Si, -0.0022, -0.0264, -0.0046
Si, 0.0035, 0.0041, 0.0044
Si, -0.0412, -0.0331, -0.0711
Si, 0.0304, 0.0254, -0.1115
Si, 0.0177, 0.019, 0.0138
Si, 0.2177, -0.719, -0.3342
Si, 0.0042, 0.0111, 0.0027
Si, -0.0016, -0.0201, -0.0444
Si, -0.0003, 0.0057, -0.0089
Si, -0.0082, 0.0032, 0.013
Si, 0.0009, -0.0205, -0.0132
Si, 0.005, -0.0016, 0.0278
Si, -0.0101, 0.0105, -0.0083
Si, 0.0009, -0.0037, 0.0109
Si, -0.0213, 0.057, -0.024
Si, -0.0021, -0.0023, 0.0166
Si, -0.0004, 0.0084, 0.0169
Si, -0.0649, 0.0038, -0.0134
Si, 0.0065, -0.0051, -0.0042
O, 0.0016, 0.0001, -0.0014
O, -0.0014, -0.0059, 0.0224
O, -0.0127, 0.0007, -0.011
O, 0.0065, 0.005, -0.0108
O, 0.0015, -0.0046, 0.0052
O, -0.0009, 0.0062, 0.0103
O, 0.1036, 0.0085, 0.1095
O, -0.0018, 0.0016, -0.0092
O, -0.5111, -0.507, 0.4359
O, 0.0021, 0.016, 0.0105
O, 0.0044, -0.0026, -0.0022
O, 0.0006, -0.0393, -0.0001
O, 0.0054, -0.0399, 0.0026
O, -0.0654, -0.023, 0.0302
O, 0.0097, 0.0359, 0.018
O, 0.0012, 0.0037, -0.0022
O, -0.5702, 0.3117, -0.6354
O, 0.005, 0.004, 0.0319
O, -0.0416, 0.7625, 0.4448
O, 0.0036, 0.0053, 0.0011
O, -0.0106, 0.0049, 0.0242
O, 0.006, 0.0052, 0.0425
O, 0.0089, 0.0092, 0.0282
O, 0.0083, 0.0097, -0.017
O, 0.0061, 0.0455, 0.0645
O, -0.0023, 0.0008, -0.0029
O, -0.0042, -0.0028, 0.0254
O, -0.0256, -0.11, 0.0967
O, -0.0008, 0.0041, -0.0217
O, 0.0036, 0.002, 0.0012
O, -0.0327, 0.0085, -0.0138
O, -0.0001, 0.0018, 0.0044
O, 0.0061, -0.0091, 0.0233
O, -0.0004, -0.0012, -0.004
O, 0.0131, 0.0008, -0.0042
O, -0.0079, -0.0074, 0.0001
O, -0.0197, -0.0158, 0.0038
O, 0.0038, -0.0092, -0.0073
O, -0.0144, 0.006, -0.0002
O, 0.0213, 0.009, 0.0055
O, 0.003, -0.0071, 0.0182
O, 0.007, -0.02, 0.0229
O, 0.0078, 0.0015, 0.0034
O, 0.0054, 0.002, -0.0028
O, 0.7341, 0.0665, 0.0138
O, -0.0006, 0.007, 0.0027
O, -0.0331, -0.0641, 0.0629
O, -0.0127, -0.0185, 0.0072
O, 0.008, -0.0096, -0.0081
O, -0.0009, 0.0073, 0.011
O, -0.0299, -0.0646, 0.0319
O, 0.002, -0.0047, 0.0071
O, 0.0024, 0.0068, -0.0039
O, 0.0079, -0.0075, 0.0063
O, 0.0005, -0.0022, 0.0138
O, 0.019, -0.0412, 0.0023
O, 0.0005, -0.0035, -0.0076
O, -0.0077, 0.0049, -0.0071
O, 0.0125, -0.0056, 0.0206
O, 0.0049, -0.0065, -0.0018
O, 0.0005, 0.0038, 0.0137
O, -0.031, -0.0198, -0.0012
O, 0.0055, -0.0277, 0.0317
O, 0.0002, -0.0036, 0.0018
O, 0.0098, -0.0061, 0.0361
O, -0.0014, -0.0098, 0.0077
O, -0.0029, 0.0003, -0.0068
O, 0.0055, 0.0017, 0.0004
O, -0.0141, -0.004, 0.0137
H, 0.012, 0.0053, -0.0142

The program warned: the cutoff lies below the one the program advises for these potential files; the exchange-correlation potential is rough where the density is thin.
